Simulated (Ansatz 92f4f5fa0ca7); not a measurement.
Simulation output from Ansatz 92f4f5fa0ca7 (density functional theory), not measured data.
Periodic cell of 186 atoms, Si104O82, from a study of silicon, its oxide and their interface. The atomic structure is a simulated model.

Settings: functional PBE; potential files Ansatz PAW; basis plane waves; wave-function cutoff 700 eV; density cutoff ratio 5; exchange-correlation grid ratio 2; k mesh 2 x 2 x 1, shifted by 0.5 0.5 0.5 of a step; self-consistency stop 5e-08 eV per atom in the density residual; occupations Fermi-Dirac, 0.05 eV; spin none; net charge 0.

Cell vectors (angstrom)
a 11.5983 0 0
b 0 11.5983 0
c -1.9302 -1.0893 23.8774

Atoms and the computed forces on them: element, x, y, z (angstrom), force x, y, z (eV/angstrom)
Si -2.0427 -1.4902 0.4227 0.1266 -0.118 -0.202
Si -2.5191 3.9955 0.2624 -0.0277 0.1861 -0.3046
Si -2.5381 7.0743 0.8561 0.0238 -0.1188 -0.39
Si 1.4953 -0.7237 0.7325 0.196 0.0545 0.0686
Si 1.5368 2.5238 0.3732 -0.1596 0.0666 -0.1167
Si 1.1378 7.6379 0.5463 -0.0108 0.0658 -0.3185
Si 5.6272 -1.0445 0.4611 0.045 0.0125 0.3988
Si 4.9788 2.9886 0.4089 0.2311 0.2106 -0.1368
Si 5.0046 7.384 0.3805 -0.3546 0.0754 -0.0759
Si -0.4215 -0.8017 2.0308 -0.1904 -0.1333 -0.2051
Si -0.5321 3.223 1.5388 0.1771 -0.0798 -0.0261
Si -0.5637 7.1107 2.0632 0.117 0.1168 -0.0899
Si 3.5551 -0.6837 1.8296 0.22 -0.1851 -0.5054
Si 3.2509 2.9963 1.9568 -0.104 -0.0283 0.0032
Si 3.1403 7.038 1.7692 -0.023 0.1181 -0.0994
Si 7.5236 -0.7957 1.7919 -0.0044 -0.1159 -0.3465
Si 7.1487 3.2343 1.577 -0.1752 0.0776 -0.1286
Si 6.9708 6.9839 1.8336 -0.1124 0.1534 -0.3628
Si -0.569 1.283 3.0975 0.009 0.1725 -0.0801
Si -0.4628 5.0611 3.1521 0.0416 -0.0596 -0.0024
Si -0.4865 8.9477 3.4422 0.087 -0.0633 0.4126
Si 3.3981 1.1241 3.2943 -0.1048 -0.149 0.1607
Si 3.2184 5.0727 3.1223 0.0603 0.1234 -0.1785
Si 3.359 8.953 3.1984 0.0548 0.0554 0.0612
Si 7.3116 1.2516 3.0178 -0.1193 -0.0197 -0.1103
Si 7.0616 5.0595 3.1461 0.0535 -0.0224 0.1063
Si 7.2093 8.9031 3.2265 -0.0726 -0.0826 0.1187
Si -2.454 1.2577 4.4926 0.0853 0.0366 0.0036
Si -2.4847 5.1315 4.4491 -0.038 -0.0658 -0.0705
Si -2.483 8.8682 4.6494 -0.0111 0.1109 -0.0457
Si 1.3888 1.1456 4.557 0.016 0.0167 -0.1346
Si 1.406 5.1005 4.6027 -0.0276 -0.0863 0.0708
Si 1.4985 8.9494 4.697 -0.0109 -0.0356 -0.1019
Si 5.3847 1.1642 4.5233 -0.0391 0.0672 -0.0224
Si 5.1369 5.1131 4.5178 0.0145 -0.0722 0.0603
Si 5.2658 8.9207 4.6197 -0.043 0.0797 -0.1516
Si -2.45 -0.7197 5.8418 -0.1501 0.0241 -0.0364
Si -2.446 3.2134 5.7899 -0.0047 -0.1086 0.0761
Si -2.4539 6.9656 6.0306 0.1106 0.0046 0.215
Si 1.4016 -0.7396 6.0462 0.0033 -0.1119 0.0131
Si 1.4035 3.1123 5.854 0.0275 0.129 0.0623
Si 1.5339 7.0162 6.0559 -0.1434 0.0423 -0.0356
Si 5.3477 -0.7429 5.9652 -0.1098 -0.1453 0.0335
Si 5.2053 3.1508 5.8054 -0.0001 0.1054 -0.0275
Si 5.1481 6.9953 6.0177 0.1899 0.009 -0.0486
Si -0.6243 -0.7798 7.3131 -0.037 -0.1551 -0.0102
Si -0.5275 3.1247 7.1911 -0.1073 -0.0387 -0.2797
Si -0.3913 6.9983 7.3878 -0.0751 0.0075 -0.1114
Si 3.4037 -0.8289 7.3551 0.1053 -0.0293 -0.0589
Si 3.3034 3.1676 7.2389 0.0117 -0.0439 -0.1516
Si 3.3443 7.0237 7.641 0.0738 -0.0271 0.303
Si 7.3179 -0.731 7.2964 0.0969 -0.1547 -0.1066
Si 7.1759 3.2328 7.0493 0.0349 0.1715 -0.3828
Si 7.0971 7.0448 7.3309 -0.0563 0.1368 -0.1214
Si -0.6275 1.2031 8.561 -0.1905 0.1637 0.1182
Si -0.4089 4.9679 8.628 0.3471 -0.0875 0.2697
Si -0.503 8.9337 8.7911 -0.1351 -0.069 0.1232
Si 3.3095 1.1885 8.4675 -0.0427 0.0628 0.2003
Si 3.2794 4.9089 8.888 -0.0654 -0.1294 0.1008
Si 3.4861 9.0669 9.1271 -0.1876 0.2554 0.2189
Si 7.2297 1.3471 8.3582 0.112 0.0574 -0.0373
Si 7.131 5.0438 8.5196 -0.2137 -0.213 0.2197
Si 7.2512 8.9714 8.7674 0.1051 -0.0051 0.1202
Si -2.5778 1.862 9.7675 0.0404 0.0965 0.5207
Si -2.4616 5.0491 9.6702 0.0623 0.0796 0.3224
Si -2.454 8.2431 10.0722 0.0591 -0.0043 0.1691
Si 1.3623 1.1062 9.7616 0.1106 -0.1583 0.4573
Si 1.3275 4.1913 10.2274 -0.1612 0.0809 0.3546
Si 1.3376 9.5819 10.2272 -0.0934 0.167 0.1565
Si 5.31 1.337 9.619 -0.0448 0.1623 0.5488
Si 5.3329 4.4727 9.9766 -0.0028 -0.1905 0.2589
Si 5.6766 9.8435 10.4325 0.3766 0.117 -0.1031
Si 2.6552 9.065 15.1524 -0.0275 0.0402 0.1167
Si 0.254 5.0904 13.0941 -0.0966 -0.0679 0.2017
Si 1.4258 2.9164 22.1526 -0.0629 -0.1796 -0.0335
Si 7.9865 9.6208 12.6057 0.0079 -0.1936 0.0837
Si 11.9877 9.9784 20.4748 -0.0139 -0.1109 -0.2874
Si 8.1337 12.6296 12.6453 0.0214 0.1988 0.1251
Si 0.8543 8.2369 13.1275 0.0555 0.1201 0.3236
Si 1.6474 5.7951 21.3847 0.0791 0.1639 -0.2504
Si 7.3213 -0.7976 20.0976 0.0344 0.0132 -0.1685
Si 6.7331 1.6495 16.4648 0.0598 -0.0019 0.1091
Si 7.3977 5.5149 15.2487 0.0787 0.0734 0.2262
Si 2.9056 12.3195 14.8841 -0.0355 0.0976 0.1062
Si 11.5425 11.6943 17.8617 -0.0222 0.0385 -0.0806
Si 6.653 10.383 17.1587 0.0054 -0.0766 0.0561
Si 2.6891 7.9732 19.7491 0.013 -0.0426 -0.0395
Si -0.1357 9.4465 15.6258 -0.048 -0.0023 0.2117
Si 4.505 10.0151 21.2875 -0.071 -0.0761 -0.4319
Si -3.0585 8.3999 15.4769 -0.023 -0.0634 0.266
Si 4.5411 8.1964 17.333 0.0092 0.0152 0.0853
Si -2.6626 3.8191 13.3565 -0.0482 0.0928 0.3427
Si 9.7611 2.4511 17.0905 0.0171 0.03 0.0833
Si -2.3608 9.0498 21.5674 -0.094 -0.0199 -0.3516
Si 5.0383 2.8891 18.89 0.1448 0.0302 -0.2441
Si 6.141 4.7624 12.7336 0.1592 0.0124 0.404
Si 5.4072 2.0923 13.7439 -0.0387 -0.0703 0.3385
Si 0.8093 2.9276 15.3686 -0.049 -0.1011 0.0902
Si -1.3241 6.1744 21.5227 0.0329 0.0779 -0.231
Si 6.2236 5.503 17.9776 0.0938 0.0042 -0.0279
Si 2.4976 11.9609 21.6629 0.1195 0.0075 -0.2552
Si 8.7356 4.3921 19.3844 -0.0961 0.006 -0.2352
Si 7.0259 2.1779 21.0035 0.0616 -0.0021 -0.5021
Si 2.5103 1.9218 17.4624 -0.0483 -0.0566 -0.0224
O 1.3724 -2.3446 0.0685 -0.1111 0.3323 0.2079
O 6.02 10.0811 20.7504 -0.0682 -0.0638 0.1703
O 7.5627 0.664 20.7449 -0.0219 0.0422 0.1288
O 2.5316 6.396 20.1474 -0.0685 -0.0347 0.1881
O -3.2109 9.5445 22.8882 -0.2182 -0.025 0.2878
O -2.4237 8.5206 0.0014 0.0691 0.2107 0.2727
O 3.8094 8.6756 20.6942 0.0288 0.0407 0.0764
O 1.9847 3.439 -0.9796 -0.0696 -0.2192 0.1589
O -0.255 10.8804 16.4334 0.0355 -0.0657 -0.0381
O 9.8069 5.1085 20.379 0.1227 0.0796 0.2473
O 0.2561 6.7172 13.3808 -0.0119 -0.0287 -0.1412
O 0.6333 6.7362 -0.7935 0.1074 0.1945 0.2355
O 4.7895 1.6595 -0.6103 0.0696 0.1556 0.2345
O 10.7907 9.5369 21.4769 -0.0269 0.035 0.1518
O 5.227 8.9939 0.2102 0.0801 -0.0443 -0.1513
O 4.3577 9.9549 22.8981 -0.0956 -0.0381 0.3261
O 2.5941 3.1866 23.2984 0.1292 -0.2342 0.1409
O 9.0396 13.7782 13.4125 -0.09 -0.0608 -0.1709
O -2.3937 3.4411 10.3079 -0.0985 0.3145 -0.2596
O 0.8831 4.2078 14.3442 -0.0125 0.0895 -0.1732
O 5.2886 9.6169 17.6109 -0.0023 -0.0283 -0.0299
O 0.9427 8.655 11.5597 0.1037 0.2009 -0.2616
O 7.2666 -0.5662 18.4997 -0.0126 0.0166 0.1724
O 1.3831 2.5466 10.6415 -0.0749 0.3569 -0.3921
O 1.1171 4.9031 11.718 0.1298 -0.1075 -0.3553
O -2.487 6.5908 10.4971 0.0716 -0.2146 -0.5331
O 1.3398 11.2449 10.6491 -0.0152 -0.2756 -0.4776
O 5.4434 -0.0951 10.5076 -0.0012 -0.2851 -0.103
O 8.6218 12.5581 11.0945 0.0858 0.1305 -0.0953
O -0.0194 9.3849 13.9694 0.0175 -0.1196 -0.2207
O 5.0916 3.5808 13.1631 0.0647 0.0518 -0.0883
O 5.3508 2.834 10.4295 -0.0006 0.081 -0.3866
O 6.4806 9.5177 11.8991 -0.3291 0.0787 -0.2627
O 6.3688 5.7993 13.9938 -0.0618 -0.0841 -0.2166
O 8.1647 8.6627 13.9162 -0.0618 0.0986 -0.2848
O 8.338 1.94 16.4856 -0.0948 0.0028 -0.0373
O 2.3812 8.2995 13.7345 0.0049 -0.0106 -0.1057
O 6.036 2.4019 15.2162 -0.055 -0.0043 -0.2237
O 1.2118 4.2312 21.2358 0.0022 -0.1547 0.1504
O 1.9783 1.7902 21.1005 -0.0807 0.1223 0.1064
O 4.0287 1.2048 13.7947 0.1484 0.0848 -0.1122
O 1.4664 13.1473 14.6679 0.0099 0.0588 0.0124
O 1.3263 10.871 21.451 0.0052 0.0051 0.2513
O 2.7793 10.6887 14.849 0.0387 -0.0689 -0.0204
O 3.4873 2.4507 18.642 0.0292 0.0146 0.0702
O -2.5264 9.1258 11.4785 0.0472 -0.1354 -0.0491
O 0.2356 6.6118 21.2918 0.0193 0.0371 0.0932
O 3.2028 8.0365 18.2215 -0.0057 0.0373 0.0301
O 6.5761 4.8975 16.5084 0.0114 0.0124 -0.1288
O 1.2685 8.7442 19.8771 -0.0469 0.098 0.0952
O 9.5109 3.742 18.0822 -0.0389 0.0158 0.0816
O -0.7539 2.7637 15.88 0.1252 0.0075 -0.0907
O 3.9746 8.3398 15.7961 -0.0453 0.027 -0.0948
O 8.0338 3.2122 20.256 -0.0403 -0.0737 0.1656
O -3.9429 4.1971 12.3926 -0.0359 0.0138 -0.0853
O 7.6546 9.3427 16.4491 0.0367 -0.0016 -0.0986
O 10.3771 12.8222 17.9733 0.0446 -0.008 0.007
O 5.5736 6.9839 17.7146 -0.0272 0.0278 -0.0194
O 5.1379 4.516 18.6937 -0.0241 -0.0893 0.0586
O 5.5291 5.4092 11.3684 -0.0633 -0.231 -0.2806
O 1.3176 8.8248 16.1104 0.0075 0.0235 -0.0732
O -2.4534 5.6545 -0.0543 0.0341 -0.3355 0.4206
O 1.407 12.4249 17.9689 0.024 0.0014 0.035
O -1.2759 4.5321 12.876 -0.0145 0.0055 -0.1277
O -2.3512 7.4338 21.3856 0.006 0.0068 0.1294
O 6.5421 1.3508 12.8397 0.0162 -0.0202 -0.1466
O 8.1343 6.8592 15.7756 0.0074 -0.01 -0.0987
O 3.7871 11.4163 20.819 -0.1092 0.0446 0.1591
O 8.3571 11.1103 13.1905 -0.022 -0.1159 -0.1226
O 5.5188 2.4474 20.3927 0.0129 -0.0195 0.1625
O 1.7348 3.1733 16.7155 0.0198 -0.0076 -0.0474
O -3.0458 4.4361 14.8318 0.0202 -0.0784 -0.2904
O 7.6082 5.4926 18.8747 -0.0021 -0.0672 0.0433
O -1.4943 8.5883 15.9302 0.0299 0.0423 -0.095
O 6.4204 0.0631 16.1847 -0.0112 0.0024 -0.0616
O -3.0626 9.7559 20.2866 0.102 -0.075 0.2032
O 2.5657 5.9084 22.7226 0.2163 0.0279 0.3332
O 1.4051 0.8801 0.0151 -0.0182 -0.3312 0.2114
O 8.9392 3.399 -1.2635 0.0095 0.0047 0.4209
O 3.456 1.1547 16.3667 -0.0662 -0.0166 -0.0409
O 6.0707 2.1593 17.8567 -0.0988 0.0403 0.0926
O 11.3926 10.7362 19.1611 0.0142 -0.0119 0.142

Results
free energy: -112758.955 eV
free energy less fixed offsets of O -569.03, Si -635.61 eV per atom: 4.945 eV
pressure: -1.25 GPa
stress xx, yy, zz, yz, xz, xy (GPa, positive in tension): 0.78, 2.44, 0.53, -0.02, 0.06, 0.31

The program warned: the cutoff lies below the one the program advises for these potential files.
